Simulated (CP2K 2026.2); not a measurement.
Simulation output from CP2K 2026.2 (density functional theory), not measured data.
Periodic cell of 1152 atoms, Si864O288, from a study of silicon, its oxide and their interface. The atomic structure is a simulated model.
Doubt: the forces sum to 4.09 eV/angstrom along one axis rather than to zero, so they err by at least 0.0035 eV/angstrom per atom on average; the grid cutoff is modest.

Settings: functional PBE; method Gaussian and plane waves; basis set DZVP-MOLOPT-SR-GTH; pseudopotentials GTH-PBE; grid cutoff 350 Ry, relative cutoff 50 Ry; k points Gamma only; occupations fixed; spin none; net charge 0.

Cell vectors (angstrom)
a 32.64 0 0
b 0 16.32 0
c -1.336 -1.2826 38.9673

Atoms: element, x, y, z (angstrom)
Si 1.0906 15.2154 0.2026
Si 4.2188 0.8545 0.0549
Si 1.1727 4.2152 0.2124
Si 3.885 7.0252 0.0626
Si 0.2676 7.9165 38.9242
Si 4.2659 12.0722 0.2262
Si 6.4651 14.9803 0.1403
Si 9.2925 1.4986 0.0026
Si 7.1725 3.7525 0.2202
Si 9.7404 6.431 0.0962
Si 5.0251 8.4569 38.9455
Si 8.327 10.7413 38.7511
Si 12.5783 14.6347 0.0075
Si 15.1799 1.1474 0.0408
Si 12.0042 4.2662 0.0903
Si 13.8032 5.2198 38.932
Si 10.5416 8.4999 38.9429
Si 13.464 11.1493 38.7666
Si 17.3408 15.2118 0.1141
Si 19.2905 -0.2002 38.8688
Si 17.3401 4.2875 0.0518
Si 18.8697 5.748 38.7892
Si 16.6528 7.9799 38.923
Si 20.6031 12.1705 0.0057
Si 22.9986 15.3611 0.0733
Si 25.8847 1.4488 0.5593
Si 23.7653 3.6369 0.1471
Si 26.2243 6.4581 0.2102
Si 21.5181 8.6267 38.7437
Si 25.1626 10.5377 38.851
Si 28.1395 15.6811 0.1149
Si 31.5528 1.1868 0.1734
Si 28.4187 4.2983 0.4201
Si 30.6772 7.3475 0.0755
Si 28.5781 9.5541 0.5242
Si 31.1225 12.2891 0.189
Si 2.6836 16.2667 1.5482
Si 5.4094 2.5839 1.252
Si 2.7372 5.4513 1.3991
Si 5.3891 8.1703 1.4212
Si 2.6508 10.8278 1.3579
Si 5.3841 13.5603 1.6037
Si 8.1243 16.2244 1.2863
Si 10.8568 2.6525 1.3574
Si 8.2517 5.3303 1.5347
Si 10.8072 8.154 1.3016
Si 8.1054 10.8526 1.1679
Si 10.8824 13.5164 1.2063
Si 13.6488 16.2425 1.3491
Si 16.2611 2.7288 1.4041
Si 13.5894 5.4222 1.3683
Si 16.3486 8.1149 1.2207
Si 13.5816 10.8945 1.1798
Si 16.2376 13.569 1.3304
Si 19.0648 -0.0107 1.2956
Si 21.8493 2.6745 1.2118
Si 19.0458 5.4627 1.197
Si 21.8189 8.194 1.1197
Si 19.0755 10.8922 1.2705
Si 21.8433 13.6843 1.2952
Si 24.427 0.0336 1.6354
Si 27.273 2.8106 1.7761
Si 24.6069 5.3598 1.497
Si 27.1629 8.1016 1.6048
Si 24.5932 10.9139 1.092
Si 27.2624 13.6958 1.2179
Si 29.8715 0.1599 1.4844
Si -0.0329 2.7596 1.5469
Si 29.8908 5.6432 1.5648
Si 32.5564 8.1991 1.2846
Si 29.9593 10.9626 1.6919
Si 32.5827 13.6084 1.454
Si 1.3809 1.4069 2.8547
Si 4.1159 4.0223 2.6666
Si 1.2869 6.8116 2.705
Si 4.0302 9.5211 2.788
Si 1.3356 12.2212 2.7535
Si 4.0101 14.9102 2.9074
Si 6.7682 1.2729 2.6961
Si 9.5953 3.9884 2.8532
Si 6.7961 6.7688 2.7094
Si 9.4184 9.4932 2.6337
Si 6.8617 12.1763 2.7309
Si 9.5446 14.8949 2.6096
Si 12.2481 1.2914 2.6659
Si 14.8948 4.0484 2.7579
Si 12.2432 6.8446 2.6735
Si 14.9567 9.5097 2.5449
Si 12.2328 12.2002 2.6362
Si 14.9552 14.9136 2.7627
Si 17.7309 1.3867 2.6746
Si 20.4504 4.091 2.5403
Si 17.7008 6.7856 2.6403
Si 20.4682 9.5153 2.603
Si 17.67 12.2159 2.6209
Si 20.3987 14.9475 2.6838
Si 23.0407 1.4225 2.8492
Si 25.868 4.1448 3.0257
Si 23.1241 6.8278 2.5971
Si 25.7347 9.5603 2.7053
Si 23.2518 12.2763 2.578
Si 25.8594 14.8824 2.754
Si 28.6479 1.4273 2.9948
Si 31.2506 4.1722 2.8384
Si 28.5404 6.8547 3.0058
Si 31.3744 9.5412 2.8533
Si 28.5407 12.4251 2.8081
Si 31.2054 14.9985 2.7887
Si -0.0217 0.019 4.1439
Si 2.7691 2.7565 4.1446
Si 0.0129 5.4783 4.1672
Si 2.6616 8.1515 4.1079
Si 0.0414 10.9042 4.1994
Si 2.6624 13.5399 4.1894
Si 5.439 -0.0262 4.1429
Si 8.1316 2.639 4.0951
Si 5.4392 5.3989 4.0563
Si 8.125 8.1471 4.0661
Si 5.4486 10.8643 4.1028
Si 8.2082 13.5704 4.0501
Si 10.8702 -0.0578 4.0157
Si 13.5616 2.6644 4.0784
Si 10.9395 5.4466 4.089
Si 13.6258 8.1871 4.0002
Si 10.8492 10.8386 3.987
Si 13.5574 13.5575 4.06
Si 16.3654 -0.0083 4.0378
Si 19.0967 2.7575 3.9982
Si 16.3284 5.4337 4.0249
Si 19.0708 8.167 3.9838
Si 16.306 10.8511 3.9643
Si 19.0298 13.5699 4.0094
Si 21.7006 -0.0071 4.1139
Si 24.4387 2.7394 4.2184
Si 21.7581 5.4609 3.9696
Si 24.4174 8.1822 4.0629
Si 21.8303 10.9011 3.9485
Si 24.4993 13.5664 4.1079
Si 27.2021 -0.0236 4.1503
Si 29.9649 2.8167 4.2782
Si 27.2135 5.4913 4.3411
Si 29.9679 8.2281 4.2257
Si 27.1526 10.9432 4.056
Si 29.9044 13.677 4.2183
Si 1.3633 15.0014 21.8529
Si 4.1336 1.4571 21.8198
Si 1.4043 4.1577 21.9163
Si 4.1074 6.8491 21.8073
Si 1.3629 9.5433 21.7994
Si 4.1046 12.2932 21.7632
Si 6.863 15.0443 21.7454
Si 9.5651 1.3722 21.8126
Si 6.8575 4.0915 21.7611
Si 9.5287 6.7984 21.6663
Si 6.8349 9.5406 21.7666
Si 9.559 12.2999 21.6736
Si 12.2317 14.9937 21.7253
Si 14.9503 1.3355 21.6451
Si 12.2312 4.0533 21.6617
Si 14.9502 6.8054 21.6236
Si 12.2665 9.5502 21.6119
Si 14.921 12.2916 21.6636
Si 17.5775 14.8904 21.6204
Si 20.3824 1.3522 21.64
Si 17.695 4.0589 21.6461
Si 20.4001 6.7274 21.7119
Si 17.6634 9.4741 21.5775
Si 20.3394 12.131 21.6437
Si 23.1058 14.8994 21.6558
Si 25.8335 1.3371 21.8414
Si 23.1236 4.0426 21.7387
Si 25.7746 6.758 21.828
Si 23.063 9.3988 21.7657
Si 25.8254 12.1858 21.8124
Si 28.5575 14.9571 21.8507
Si 31.2845 1.414 21.875
Si 28.5442 4.0618 21.8385
Si 31.3173 6.8425 21.8989
Si 28.5699 9.5172 21.8974
Si 31.252 12.2889 21.8655
Si 2.7747 0.0795 23.141
Si 5.5144 2.8141 23.2034
Si 2.813 5.5392 23.2782
Si 5.5018 8.1702 23.1588
Si 2.7442 10.916 23.0971
Si 5.4905 13.6931 23.058
Si 8.2106 0.0213 23.1997
Si 10.968 2.734 23.1576
Si 8.2771 5.4029 23.0874
Si 10.9088 8.1938 22.9213
Si 8.2059 10.9784 23.0331
Si 10.9213 13.5922 23.0895
Si 13.5779 0.0642 23.0644
Si 16.3211 2.7005 22.9551
Si 13.5816 5.4402 22.9435
Si 16.3041 8.1833 22.9463
Si 13.5551 10.9396 22.9939
Si 16.2484 13.5994 23.0959
Si 18.9227 -0.0077 22.8541
Si 21.7637 2.6567 23.0427
Si 19.088 5.3204 23.0559
Si 21.6758 8.0622 23.1707
Si 18.991 10.7413 23.0005
Si 21.7304 13.4911 22.9168
Si 24.3915 -0.0797 23.086
Si 27.1866 2.7215 23.2412
Si 24.4168 5.3638 23.1988
Si 27.1335 8.1267 23.1786
Si 24.4207 10.7621 23.0937
Si 27.2018 13.5454 23.1887
Si 29.9119 0.0299 23.2129
Si -0.0144 2.8188 23.2555
Si 29.9201 5.4268 23.1802
Si 0.0669 8.2265 23.2713
Si 29.9179 10.9315 23.2802
Si -0.0327 13.6591 23.2351
Si 1.4071 1.4233 24.503
Si 4.2553 4.2276 24.6462
Si 1.5003 6.9406 24.6785
Si 4.1407 9.6165 24.464
Si 1.4034 12.2625 24.477
Si 4.2151 15.0802 24.4516
Si 6.8976 1.4741 24.564
Si 9.6735 4.1272 24.5325
Si 6.9262 6.7291 24.4305
Si 9.667 9.6333 24.265
Si 6.8414 12.3459 24.3951
Si 9.5884 14.8906 24.5028
Si 12.3484 1.4245 24.5737
Si 14.9297 4.0562 24.253
Si 12.227 6.8204 24.2604
Si 14.9557 9.6103 24.2687
Si 12.2605 12.2372 24.4923
Si 14.8703 15.0482 24.4496
Si 17.6561 1.3275 24.3036
Si 20.4368 3.909 24.4908
Si 17.6706 6.7699 24.2191
Si 20.2261 9.3865 24.5096
Si 17.6122 12.0721 24.3128
Si 20.2891 14.9035 24.0491
Si 23.0103 1.2535 24.449
Si 25.7454 4.0051 24.6267
Si 22.9768 6.6507 24.5634
Si 25.7748 9.4817 24.5521
Si 22.9111 12.0402 24.3439
Si 25.7132 14.8526 24.4234
Si 28.5894 1.3872 24.6072
Si 31.2884 4.2337 24.6766
Si 28.4641 6.6941 24.4873
Si 31.3492 9.6178 24.6351
Si 28.5167 12.2484 24.6965
Si 31.2293 15.0212 24.6404
Si 0.0762 0.0436 25.9146
Si 2.7362 2.8894 25.8238
Si 0.0242 5.7168 26.0477
Si 2.9678 8.3072 26.0179
Si 0.1954 10.967 26.0355
Si 2.8271 13.6695 25.6795
Si 5.5137 0.1249 25.9089
Si 8.372 2.7671 25.932
Si 5.7595 5.4936 26.0928
Si 8.2851 8.2678 25.4873
Si 5.4803 11.0393 25.7569
Si 8.1898 13.5348 25.89
Si 11.0006 -0.0707 25.8118
Si 13.7253 2.9177 25.9036
Si 11.0075 5.5868 25.84
Si 13.638 8.1754 25.4899
Si 10.9454 10.8253 25.8657
Si 13.6211 13.6068 25.8574
Si 16.226 0.1741 25.7413
Si 19.0643 2.478 25.7911
Si 16.3397 5.3947 25.4788
Si 18.8467 7.9499 25.8292
Si 16.264 10.8103 25.7937
Si 19.0069 13.5555 25.3867
Si 21.4412 -0.118 25.5495
Si 24.3492 2.5187 25.9094
Si 21.6746 5.2384 26.0114
Si 24.3468 8.0601 25.8236
Si 21.5002 10.8021 25.8653
Si 24.3102 13.3709 25.6227
Si 27.0263 -0.0366 25.7196
Si 30.0043 2.7667 26.0586
Si 27.14 5.3819 25.9983
Si 29.7776 8.1815 25.6961
Si 27.0742 10.8759 26.0462
Si 29.8746 13.6622 26.0818
Si 1.7109 15.1184 27.0913
Si 3.7721 1.2509 27.0982
Si 1.2578 4.0912 27.2267
Si 4.7429 7.2788 27.2617
Si 1.9456 9.954 27.407
Si 4.0255 12.3147 27.1275
Si 7.1435 15.2533 27.1442
Si 9.4901 1.0644 27.1349
Si 7.1964 4.0524 27.511
Si 9.8405 7.3344 26.9123
Si 6.8688 9.5255 26.8193
Si 9.0906 11.6721 27.1104
Si 12.2245 14.8972 27.2916
Si 15.4531 1.9666 27.2075
Si 12.7692 4.7045 27.1689
Si 15.0062 6.8007 26.7336
Si 12.2923 9.2236 27.0608
Si 15.4309 12.6508 27.0529
Si 17.6373 14.9086 26.6299
Si 19.888 0.6619 27.1882
Si 17.6916 4.0425 26.7913
Si 19.839 6.2398 27.161
Si 17.1412 9.0181 27.0763
Si 20.3654 12.5862 27.0007
Si 22.6537 14.6021 26.6117
Si 25.9862 1.4436 27.2341
Si 23.049 3.7714 27.3655
Si 25.9405 7.0141 27.1952
Si 23.0476 9.5273 27.1006
Si 25.1933 11.8224 27.1666
Si 28.2537 15.0507 27.1912
Si -0.837 1.7313 27.2607
Si 28.2573 3.7529 27.3342
Si 31.1999 7.2427 27.2428
Si 28.2423 9.165 27.1717
Si 31.4073 12.3302 27.3366
Si 0.5752 13.6857 29.5896
Si 13.7758 12.1549 29.6745
Si 31.1631 14.9492 31.1987
Si 2.9164 1.8714 32.5116
Si 7.1072 10.5915 32.0247
Si 5.2294 14.3315 29.3209
Si 2.7874 9.6056 32.8499
Si 6.4257 14.0339 34.1887
Si 2.4006 6.934 34.3354
Si 8.8876 6.0256 29.3762
Si 20.5456 -0.3661 33.3583
Si 19.1167 13.65 34.6987
Si 16.9113 15.2769 30.2665
Si 9.9739 11.995 32.0798
Si 4.3009 0.8642 29.9343
Si 9.3611 14.3563 33.8948
Si 11.1142 -0.0319 32.3099
Si 18.8938 12.8663 29.8162
Si 18.9989 4.9299 33.4192
Si 22.9948 0.2698 35.0688
Si 14.8049 9.1948 36.6867
Si 25.3253 0.2321 32.9366
Si 10.9276 12.857 29.2341
Si 23.3558 -0.7576 29.2955
Si 21.6002 8.9386 35.763
Si 28.3859 12.9277 37.151
Si 24.2885 5.6498 29.3398
Si 7.3304 5.3205 36.1754
Si 21.7227 1.7572 29.4218
Si 28.4304 2.9786 30.1986
Si 23.5132 13.9099 36.4932
Si 29.9596 0.4279 29.1615
Si 26.1997 1.059 30.3293
Si 30.1923 6.3527 29.9479
Si 30.5617 9.7662 28.7543
Si 30.3411 8.9771 34.1585
Si 27.9236 7.4978 31.3164
Si 6.7833 2.461 29.9916
Si -1.0018 9.778 36.9166
Si 2.8904 5.8665 29.3723
Si 1.8339 8.5878 30.2984
Si 30.4553 13.8868 35.0809
Si 9.8636 -1.0807 36.824
Si 4.7397 0.3447 34.7145
Si 1.9411 12.3751 32.0355
Si 8.7376 6.0142 33.6817
Si 0.3823 4.8034 35.2611
Si 6.3823 12.1127 36.6389
Si 19.5061 4.049 36.2019
Si 11.4599 4.4336 29.9996
Si 8.2968 7.9359 31.5764
Si 18.048 10.0041 29.9487
Si 21.6818 11.9233 35.0935
Si 13.5435 9.3301 30.0028
Si 17.5979 12.5341 36.8196
Si 20.1134 2.462 31.9262
Si 21.5251 13.909 31.1252
Si 21.7526 7.5017 29.1989
Si 14.4721 -0.0618 29.1021
Si 17.2511 2.0042 31.2587
Si 25.3194 6.1734 32.1054
Si 26.9674 4.6828 34.4388
Si 27.0343 14.7649 31.5919
Si 24.6082 5.3789 36.1671
Si 20.6809 9.1974 31.2759
Si -1.0648 8.8957 31.286
Si 1.5391 2.4733 36.8611
Si 30.4737 4.1418 31.8976
Si 29.4064 6.2024 33.8184
Si 0.9404 13.6805 34.6674
Si 25.9876 13.8815 29.2211
Si 28.9043 1.7728 37.0861
Si 30.5718 0.3596 33.7531
Si 30.6505 4.3266 37.0986
Si 25.2857 10.497 33.5527
Si 5.0966 12.686 31.8015
Si 28.1918 10.241 32.4764
Si 12.4078 7.0817 36.851
Si 4.0201 3.8004 37.1882
Si 9.8763 1.8061 30.0594
Si -0.0612 2.4762 33.2362
Si 5.497 10.0497 34.5008
Si 1.1554 12.1224 37.0558
Si 5.8445 3.0219 35.1288
Si 3.7096 4.9554 32.2387
Si 2.1514 -0.1269 36.0534
Si 5.0601 7.3627 35.9409
Si 13.3653 4.6761 32.5
Si 12.005 1.2073 36.8247
Si 13.1113 1.8806 33.9708
Si 11.6347 6.756 33.8418
Si 15.6922 14.5148 33.0779
Si 16.3688 9.0472 33.8842
Si 15.9823 7.8715 31.1503
Si 11.1206 9.1243 31.9862
Si 16.9324 11.9358 34.069
Si 17.736 1.5812 36.8462
Si 22.3774 3.2168 36.151
Si 6.4973 4.2553 32.4936
Si 19.3595 8.0131 33.8913
Si 22.5982 11.3549 32.2543
Si 13.4079 14.8336 31.4095
Si 25.6874 12.0196 36.2269
Si 29.3862 13.0385 32.4468
Si 16.3578 4.8202 31.605
Si 24.0811 7.8061 34.2569
Si 16.2184 0.9794 34.0848
Si 27.8462 1.6455 34.272
Si 1.3205 14.9546 5.5053
Si 4.0986 1.3625 5.4927
Si 1.3895 4.1071 5.4987
Si 4.0607 6.7704 5.4234
Si 1.3823 9.5222 5.5304
Si 4.0922 12.214 5.4894
Si 6.8282 14.9175 5.4372
Si 9.5176 1.2938 5.4196
Si 6.7982 4.0526 5.4345
Si 9.5218 6.7928 5.4071
Si 6.7838 9.4923 5.4553
Si 9.5446 12.2081 5.4087
Si 12.2204 14.9297 5.4124
Si 14.977 1.3315 5.4006
Si 12.2569 4.0631 5.4456
Si 14.9741 6.8115 5.3721
Si 12.233 9.5105 5.3651
Si 14.9568 12.199 5.3712
Si 17.6972 14.9378 5.3972
Si 20.3707 1.3821 5.4391
Si 17.7047 4.0826 5.3745
Si 20.4009 6.8 5.3652
Si 17.6878 9.5158 5.3423
Si 20.4308 12.2247 5.3421
Si 23.1112 14.9508 5.4266
Si 25.8243 1.3388 5.5007
Si 23.0714 4.1455 5.4634
Si 25.7865 6.8889 5.5201
Si 23.0899 9.5449 5.4187
Si 25.8295 12.234 5.4965
Si 28.5456 15.0006 5.5698
Si 31.3183 1.3925 5.5523
Si 28.5727 4.1093 5.633
Si 31.2991 6.8236 5.5501
Si 28.5407 9.6094 5.4691
Si 31.2765 12.2672 5.5142
Si 2.7161 -0.0004 6.832
Si 5.4503 2.725 6.8368
Si 2.7343 5.4576 6.8546
Si 5.4207 8.1306 6.8
Si 2.7467 10.8713 6.8708
Si 5.4522 13.5922 6.8177
Si 8.1678 -0.0385 6.8057
Si 10.8668 2.6949 6.7678
Si 8.1618 5.4294 6.7746
Si 10.8848 8.1569 6.7547
Si 8.1624 10.8688 6.779
Si 10.879 13.5726 6.7845
Si 13.6017 -0.0239 6.7548
Si 16.3369 2.7164 6.7408
Si 13.6293 5.4437 6.7599
Si 16.337 8.1641 6.733
Si 13.5925 10.8595 6.7438
Si 16.3162 13.5742 6.7344
Si 19.025 -0.0054 6.7771
Si 21.738 2.7391 6.7999
Si 19.0488 5.4442 6.7473
Si 21.7401 8.1611 6.7603
Si 19.0528 10.8738 6.712
Si 21.7497 13.5824 6.7635
Si 24.459 -0.0237 6.8292
Si 27.1792 2.7024 6.8837
Si 24.445 5.4805 6.8396
Si 27.1936 8.2306 6.8422
Si 24.4607 10.8684 6.8185
Si 27.1844 13.5998 6.868
Si 29.9246 0.042 6.8942
Si 0.0446 2.7463 6.8812
Si 29.9478 5.4798 6.9291
Si 0.0115 8.1842 6.891
Si 29.9042 10.9211 6.8651
Si -0.0156 13.6131 6.8862
Si 1.3837 1.3625 8.2205
Si 4.0886 4.0828 8.1977
Si 1.3736 6.8121 8.225
Si 4.0955 9.496 8.2017
Si 1.367 12.2421 8.2104
Si 4.0846 14.957 8.1769
Si 6.8107 1.3431 8.1636
Si 9.5153 4.0641 8.133
Si 6.799 6.7838 8.1489
Si 9.5248 9.5101 8.1305
Si 6.8081 12.223 8.1612
Si 9.5238 14.929 8.1563
Si 12.2436 1.3445 8.1176
Si 14.9823 4.0764 8.1114
Si 12.2452 6.7929 8.1113
Si 14.9636 9.5079 8.0999
Si 12.2487 12.2184 8.1268
Si 14.961 14.934 8.1091
Si 17.6684 1.3542 8.1272
Si 20.3821 4.0918 8.1478
Si 17.6864 6.8023 8.1053
Si 20.3853 9.5211 8.1148
Si 17.6922 12.2266 8.0905
Si 20.4007 14.9552 8.1245
Si 23.1072 1.3702 8.1569
Si 25.8156 4.1007 8.1902
Si 23.0894 6.8329 8.1759
Si 25.8278 9.5498 8.2089
Si 23.1042 12.241 8.1545
Si 25.8221 14.9591 8.2079
Si 28.5559 1.3761 8.2496
Si 31.3091 4.093 8.2445
Si 28.5466 6.8511 8.2155
Si 31.2683 9.5465 8.2177
Si 28.5536 12.2649 8.2336
Si 31.2732 14.9803 8.2387
Si 0.0079 0.0162 9.5795
Si 2.7333 2.7301 9.5685
Si 0.0183 5.4568 9.5917
Si 2.7269 8.1684 9.5774
Si -0.0009 10.8953 9.5737
Si 2.7266 13.6088 9.5546
Si 5.4387 0.0021 9.5318
Si 8.1607 2.7163 9.5118
Si 5.4468 5.4461 9.5413
Si 8.1579 8.1575 9.4966
Si 5.449 10.8766 9.5373
Si 8.1557 13.588 9.5209
Si 10.8841 -0.0092 9.4896
Si 13.6051 2.7177 9.4653
Si 10.8802 5.436 9.4764
Si 13.6027 8.1541 9.4697
Si 10.8787 10.8709 9.4907
Si 13.6031 13.5856 9.4801
Si 16.3109 -0.0148 9.4744
Si 19.0313 2.7118 9.4911
Si 16.3322 5.4389 9.4727
Si 19.0382 8.1568 9.4799
Si 16.3266 10.8715 9.4573
Si 19.0391 13.5879 9.4722
Si 21.755 -0.0072 9.5017
Si 24.4686 2.7205 9.5348
Si 21.7471 5.4431 9.5161
Si 24.4725 8.1674 9.5414
Si 21.7486 10.8691 9.497
Si 24.4628 13.5879 9.5406
Si 27.1918 -0.0054 9.5728
Si 29.9292 2.7382 9.5878
Si 27.1936 5.4558 9.5475
Si 29.9167 8.1859 9.5809
Si 27.1937 10.8956 9.5748
Si 29.9173 13.6175 9.591
Si 1.3676 14.9669 10.9251
Si 4.0874 1.3602 10.9107
Si 1.3716 4.086 10.9361
Si 4.0868 6.8005 10.9167
Si 1.3579 9.5311 10.9293
Si 4.0829 12.2393 10.9021
Si 6.7935 14.9541 10.8805
Si 9.5219 1.3514 10.8557
Si 6.8023 4.0749 10.8841
Si 9.5186 6.7939 10.8472
Si 6.806 9.5122 10.882
Si 9.5182 12.2258 10.8629
Si 12.2406 14.9479 10.8407
Si 14.9558 1.3538 10.8295
Si 12.2411 4.0752 10.8303
Si 14.9608 6.7931 10.8275
Si 12.2408 9.5086 10.8386
Si 14.9684 12.2266 10.8288
Si 17.6809 14.9497 10.831
Si 20.3965 1.3537 10.8538
Si 17.6794 4.0771 10.8434
Si 20.3931 6.8056 10.8614
Si 17.6773 9.5159 10.833
Si 20.3967 12.2368 10.8494
Si 23.1125 14.9621 10.8821
Si 25.8349 1.3695 10.9088
Si 23.1129 4.0841 10.8823
Si 25.8362 6.8084 10.9055
Si 23.1138 9.5298 10.882
Si 25.8315 12.2512 10.919
Si 28.5556 14.9703 10.9436
Si 31.2868 1.3727 10.9413
Si 28.5603 4.1045 10.9221
Si 31.2817 6.8183 10.933
Si 28.5576 9.5381 10.9357
Si 31.2839 12.2541 10.9394
Si 2.7213 0.0128 12.2799
Si 5.4396 2.7292 12.2587
Si 2.7238 5.4522 12.2867
Si 5.4399 8.1733 12.26
Si 2.7177 10.8969 12.2783
Si 5.4335 13.6082 12.2566
Si 8.1515 0.0055 12.2235
Si 10.8778 2.724 12.1997
Si 8.1587 5.4482 12.226
Si 10.8744 8.158 12.2042
Si 8.1557 10.88 12.2354
Si 10.8734 13.5986 12.2053
Si 13.5958 -0.0026 12.1898
Si 16.3167 2.7123 12.1916
Si 13.5969 5.4377 12.1891
Si 16.318 8.1521 12.1878
Si 13.5998 10.8739 12.1888
Si 16.3231 13.5902 12.1892
Si 19.0397 -0.0161 12.2022
Si 21.7605 2.7051 12.2245
Si 19.041 5.4301 12.2074
Si 21.7639 8.1533 12.2269
Si 19.0408 10.8697 12.1993
Si 21.7579 13.5879 12.2259
Si 24.4813 -0.0085 12.2528
Si 27.2071 2.7253 12.27
Si 24.485 5.4323 12.2502
Si 27.2019 8.1602 12.2758
Si 24.4782 10.8745 12.2589
Si 27.1975 13.6004 12.2876
Si 29.9249 0.011 12.2964
Si 0.0057 2.7338 12.2979
Si 29.9244 5.4541 12.2898
Si -0.0013 8.1754 12.2946
Si 29.9235 10.8911 12.2956
Si 0.0061 13.6154 12.2937
Si 1.3637 1.3704 13.6518
Si 4.0797 4.085 13.6325
Si 1.3571 6.811 13.6489
Si 4.0754 9.5314 13.6288
Si 1.3618 12.2544 13.6532
Si 4.0772 14.9684 13.6314
Si 6.7964 1.3615 13.6024
Si 9.5173 4.0808 13.5703
Si 6.7981 6.8035 13.601
Si 9.5159 9.5144 13.578
Si 6.7919 12.2413 13.602
Si 9.5071 14.9572 13.5675
Si 12.2343 1.3585 13.5482
Si 14.9558 4.0761 13.5447
Si 12.2342 6.7944 13.5547
Si 14.9558 9.5105 13.5444
Si 12.2343 12.2331 13.5486
Si 14.9582 14.9551 13.5386
Si 17.6795 1.3507 13.5489
Si 20.4031 4.0691 13.5699
Si 17.6765 6.792 13.5501
Si 20.4049 9.518 13.5691
Si 17.6824 12.2316 13.5512
Si 20.4005 14.9505 13.5753
Si 23.1227 1.3524 13.5994
Si 25.8508 4.0833 13.625
Si 23.129 6.7972 13.5948
Si 25.845 9.5209 13.6265
Si 23.1215 12.2396 13.6033
Si 25.8411 14.9637 13.635
Si 28.5671 1.3749 13.6487
Si 31.2841 4.0954 13.6558
Si 28.5658 6.8103 13.6482
Si 31.2812 9.5329 13.6609
Si 28.5628 12.2464 13.6518
Si 31.2874 14.9742 13.6577
Si 0.0021 0.0199 15.0229
Si 2.7193 2.7371 15.0079
Si -0.0003 5.4567 15.0222
Si 2.7123 8.1803 14.9998
Si -0.0001 10.8974 15.0199
Si 2.7156 13.6244 15.0099
Si 5.4331 0.0186 14.9813
Si 8.1515 2.7365 14.9423
Si 5.4347 5.458 14.975
Si 8.1521 8.1695 14.9515
Si 5.4282 10.9006 14.9816
Si 8.1474 13.6131 14.9464
Si 10.8644 0.0089 14.9055
Si 13.5916 2.7208 14.9004
Si 10.8733 5.4425 14.9234
Si 13.5928 8.1586 14.9066
Si 10.8717 10.8871 14.9207
Si 13.592 13.6008 14.8917
Si 16.3134 -0.0066 14.899
Si 19.0454 2.6984 14.9152
Si 16.318 5.4309 14.9042
Si 19.0442 8.1453 14.9045
Si 16.3184 10.8688 14.8964
Si 19.043 13.58 14.9212
Si 21.7679 -0.0221 14.9467
Si 24.4948 2.7027 14.9633
Si 21.7735 5.4184 14.9311
Si 24.4956 8.1418 14.9708
Si 21.768 10.8627 14.9453
Si 24.4857 13.586 14.98
Si 27.212 -0.0014 14.9977
Si 29.9288 2.7328 15.0194
Si 27.2159 5.4347 15.0008
Si 29.9224 8.1678 15.0202
Si 27.2062 10.8733 15.0013
Si 29.9282 13.6062 15.0109
Si 1.3624 14.9862 16.3862
Si 4.0823 1.3801 16.3621
Si 1.3605 4.0949 16.3802
Si 4.0732 6.8151 16.3451
Si 1.3573 9.5357 16.3786
Si 4.074 12.2613 16.3616
Si 6.7914 14.9696 16.3242
Si 9.5138 1.3683 16.2776
Si 6.7926 4.0915 16.3183
Si 9.5098 6.7963 16.2916
Si 6.7926 9.5325 16.3196
Si 9.5118 12.2495 16.2868
Si 12.2247 14.9627 16.2422
Si 14.9491 1.3575 16.249
Si 12.2349 4.0757 16.2675
Si 14.957 6.7955 16.2554
Si 12.2302 9.5209 16.2655
Si 14.9493 12.2338 16.236
Si 17.6721 14.9497 16.2522
Si 20.4064 1.3439 16.2868
Si 17.6788 4.0608 16.2544
Si 20.4058 6.783 16.2608
Si 17.683 9.5066 16.2479
Si 20.4025 12.2198 16.2907
Si 23.1232 14.9429 16.3284
Si 25.8527 1.3572 16.3486
Si 23.1354 4.0653 16.3032
Si 25.858 6.7941 16.3528
Si 23.1352 9.5049 16.3106
Si 25.8474 12.2317 16.3547
Si 28.574 14.9642 16.3698
Si 31.2874 1.3813 16.393
Si 28.5765 4.0906 16.3867
Si 31.2799 6.8135 16.3929
Si 28.5611 9.5224 16.3822
Si 31.2809 12.2557 16.3876
Si 2.719 0.0422 17.7444
Si 5.4422 2.7535 17.7098
Si 2.7234 5.4649 17.728
Si 5.43 8.1833 17.6909
Si 2.7113 10.9081 17.7328
Si 5.432 13.6328 17.7137
Si 8.1558 0.0278 17.6524
Si 10.8716 2.7234 17.6305
Si 8.1496 5.4497 17.6686
Si 10.8703 8.1652 17.6278
Si 8.1508 10.9056 17.6607
Si 10.8723 13.6254 17.6212
Si 13.5697 0.0075 17.5912
Si 16.3142 2.7053 17.6071
Si 13.601 5.4354 17.6115
Si 16.3247 8.1552 17.6014
Si 13.5901 10.8933 17.603
Si 16.3001 13.5907 17.5894
Si 19.0346 -0.0281 17.6186
Si 21.7788 2.6967 17.6469
Si 19.0487 5.4158 17.6007
Si 21.7708 8.1201 17.6298
Si 19.038 10.8434 17.6227
Si 21.7646 13.5595 17.6693
Si 24.4955 -0.0227 17.69
Si 27.2145 2.7107 17.7263
Si 24.5006 5.4049 17.6806
Si 27.211 8.1458 17.7428
Si 24.4963 10.8434 17.6975
Si 27.2176 13.5885 17.719
Si 29.9273 0.0069 17.7439
Si 0.0025 2.75 17.7645
Si 29.9292 5.453 17.7714
Si -0.0017 8.1815 17.7537
Si 29.9192 10.8884 17.7467
Si -0.0039 13.6284 17.749
Si 1.3732 1.4072 19.1325
Si 4.0901 4.1162 19.0901
Si 1.3652 6.8174 19.103
Si 4.0846 9.5454 19.0716
Si 1.3485 12.2646 19.1074
Si 4.0851 15.0058 19.0952
Si 6.8204 1.3874 19.0392
Si 9.5109 4.0693 19.0005
Si 6.7891 6.8135 19.0323
Si 9.5116 9.5279 18.9895
Si 6.8097 12.2692 19.0468
Si 9.5314 14.9995 18.9897
Si 12.225 1.3544 18.9772
Si 14.9614 4.0715 18.9627
Si 12.2359 6.7947 18.9606
Si 14.9636 9.5338 18.9362
Si 12.2348 12.2652 18.96
Si 14.9187 14.9538 18.9193
Si 17.6673 1.3336 18.9569
Si 20.4138 4.0726 18.9689
Si 17.6823 6.7716 18.9386
Si 20.4011 9.4637 18.9701
Si 17.6521 12.2175 18.9333
Si 20.3749 14.9208 18.9883
Si 23.136 1.3447 19.0269
Si 25.8549 4.0679 19.0787
Si 23.1235 6.7618 19.0022
Si 25.8407 9.4921 19.0993
Si 23.1242 12.1901 19.0392
Si 25.8617 14.9497 19.0664
Si 28.5618 1.3527 19.1076
Si 31.2943 4.1073 19.151
Si 28.5684 6.8095 19.1429
Si 31.275 9.5401 19.1236
Si 28.5572 12.237 19.114
Si 31.2893 14.9928 19.1274
Si 0.0058 0.0516 20.4988
Si 2.7311 2.7964 20.4911
Si 0.0306 5.482 20.5187
Si 2.7303 8.1863 20.441
Si -0.0231 10.9198 20.4874
Si 2.7076 13.6472 20.4487
Si 5.4612 0.0735 20.4291
Si 8.1977 2.7118 20.4128
Si 5.4631 5.4713 20.4427
Si 8.1528 8.1799 20.3616
Si 5.4587 10.9054 20.418
Si 8.1829 13.6665 20.3593
Si 10.8716 0.0261 20.3771
Si 13.5969 2.7085 20.3068
Si 10.8809 5.4315 20.3193
Si 13.61 8.1725 20.2713
Si 10.8766 10.9097 20.3055
Si 13.5696 13.6435 20.3185
Si 16.2708 -0.0336 20.2716
Si 19.0387 2.7082 20.282
Si 16.3306 5.4328 20.3056
Si 19.0517 8.0847 20.3089
Si 16.2892 10.9002 20.31
Si 18.9953 13.5397 20.3131
Si 21.7446 -0.0361 20.3251
Si 24.5023 2.6822 20.4198
Si 21.7781 5.4013 20.3574
Si 24.4518 8.0902 20.4059
Si 21.7535 10.7851 20.3559
Si 24.5155 13.543 20.382
Si 27.1963 -0.0129 20.4717
Si 29.9134 2.7193 20.476
Si 27.1868 5.4313 20.4783
Si 29.9389 8.1781 20.5167
Si 27.2131 10.8441 20.4751
Si 29.9137 13.6204 20.4684
O 3.8156 1.0143 33.5599
O 30.9362 7.5175 30.776
O 3.0023 2.5882 37.5436
O 0.3406 3.8587 33.9653
O 0.2153 2.9141 27.7298
O 10.029 -0.6079 33.3397
O 10.3853 5.6426 29.8625
O 1.7085 9.4491 28.94
O 6.7984 10.4025 33.6057
O 7.6496 5.6531 37.7138
O 6.5974 14.742 28.5829
O 5.5118 13.0315 33.3197
O 10.2597 1.4683 28.5214
O 3.3452 3.4274 32.6217
O 24.6812 5.3277 30.8736
O 17.1536 8.9478 30.7948
O 5.8761 8.4481 27.6346
O 15.7656 15.2789 29.1086
O 13.3547 -0.5409 28.0602
O 13.0195 5.7865 37.6133
O 4.542 13.1632 28.4266
O 19.508 5.1411 37.4061
O 3.381 5.1841 37.724
O 16.0249 8.6836 37.6044
O 12.1517 4.1505 28.5667
O 11.0844 8.221 27.4874
O 16.7026 13.6757 27.2526
O 17.083 1.3299 35.4001
O 19.4805 12.4246 28.3609
O 18.8944 2.6902 36.7947
O 18.7005 5.1051 27.5921
O 22.346 8.7735 28.3747
O 25.1569 9.0035 34.1552
O 29.7663 13.41 36.4663
O 26.9175 2.4982 30.4646
O 26.5334 0.9047 33.7462
O 25.4014 6.5999 28.6728
O 24.1495 10.6364 27.5861
O 11.8447 15.0014 31.6603
O 27.1275 2.583 27.4122
O 27.1218 14.4037 28.1838
O 31.3922 0.9339 28.625
O 29.3047 1.6687 29.9092
O 21.9626 8.2593 37.2035
O 2.4223 11.6113 37.8895
O 21.7286 11.3793 33.5965
O 30.3982 5.0522 33.2396
O 1.6029 1.3666 35.6945
O 28.5627 4.0116 28.9376
O 5.5239 12.776 37.8306
O 11.2458 14.2725 28.476
O 21.2344 15.0989 32.179
O 20.494 -1.2449 38.4252
O 12.6375 4.7047 31.0565
O 1.9869 -0.2696 37.6583
O 3.9765 9.6716 38.6347
O 14.1918 10.5478 37.4039
O 22.104 3.14 37.7371
O 1.2611 3.9672 36.3349
O 21.5422 -0.2078 34.5994
O 19.5593 6.4569 33.4479
O 16.9447 11.6043 35.6648
O 14.1184 14.7732 32.8479
O 2.981 11.1904 27.6734
O 28.7316 12.0269 38.4459
O 2.0876 4.8073 28.4441
O 14.9867 -1.2191 38.5461
O 25.6027 -0.8395 38.7402
O 20.1602 13.1062 30.8007
O 28.2729 5.5833 34.7778
O 16.6541 10.5484 33.3109
O 20.0601 3.8504 32.7835
O 19.9535 8.9274 32.6893
O 27.5442 3.2156 34.1283
O 1.7983 10.8902 32.6766
O 29.9007 2.9736 36.627
O 18.3585 12.6201 33.6842
O 31.042 9.6501 35.4348
O -0.6333 13.4939 34.951
O 28.619 6.8744 32.609
O 30.5384 6.2755 28.3759
O 28.0867 1.2498 35.8141
O 12.2127 0.8903 33.0537
O 26.2672 9.3204 38.676
O 27.0337 8.1558 27.5328
O 28.9147 9.6883 33.831
O -0.929 1.4501 34.1685
O 14.9149 12.2695 28.5484
O 0.4575 2.0317 37.9632
O 29.7453 0.5582 37.7268
O 14.0711 10.7946 30.4933
O 29.6826 12.9564 34.0175
O 14.8986 1.4274 28.6542
O 22.1828 14.6065 29.8381
O 28.6001 6.6802 30.0873
O 10.9068 10.6918 32.3501
O 7.2564 9.1387 31.326
O 16.5297 2.1246 37.7621
O 27.5971 14.2318 37.6676
O 11.338 2.3723 37.7134
O 8.2835 1.9291 30.1389
O 0.0966 10.9385 36.8918
O 5.3628 3.4704 37.9962
O 4.4468 3.7518 35.6191
O 25.3908 12.5363 28.6082
O 16.4531 13.0956 37.7697
O 1.8967 7.0369 29.8612
O -0.0226 14.8548 30.5313
O 21.6189 13.5716 27.3608
O 15.8188 13.0528 33.7302
O 8.5393 5.8961 35.2738
O 23.3796 -0.7452 27.6947
O 28.2371 9.0897 31.3317
O 13.9376 5.8265 27.5627
O 11.1919 7.728 37.6795
O 20.336 9.7401 38.5074
O 10.5792 14.1241 37.7242
O 27.8385 2.2787 38.1677
O 25.8196 15.0312 32.6321
O 25.0703 13.4771 36.6007
O 31.3042 -1.2483 38.7248
O 23.9841 0.2592 33.7981
O 6.8781 1.3776 38.537
O 7.6689 11.3996 37.3822
O 10.3202 5.9239 33.37
O 27.2154 -0.1828 30.7019
O 18.7851 2.4078 31.038
O 18.6608 11.6501 37.6594
O 25.2695 11.5563 34.7556
O 10.0678 13.002 33.3478
O 13.8942 -0.1466 30.6086
O 26.6689 10.6161 32.7703
O 6.7353 13.3251 35.6178
O 12.5355 1.8793 35.4733
O 16.3602 6.2962 30.8635
O 4.1482 10.1294 33.5824
O 8.9407 7.1583 28.2474
O 13.2151 0.5151 37.652
O 20.1459 1.1236 32.8631
O 10.3591 0.701 31.1055
O 2.8398 6.005 33.0885
O 25.9737 4.0283 38.7537
O 26.3393 7.2488 31.4434
O 5.6865 1.4455 35.4387
O -1.0889 4.9511 35.915
O 3.7266 -0.2785 35.7948
O 30.1073 -0.8571 30.1016
O 23.5562 1.2077 38.7003
O 4.2702 -0.7029 29.5334
O 16.0223 7.8655 27.5201
O 24.0942 10.8344 32.5237
O 24.8049 14.9212 29.6735
O 5.2446 7.7723 37.4917
O 19.3187 15.0656 33.9466
O 18.7188 -0.4648 27.4925
O 0.4342 13.3616 37.8051
O 7.1013 3.7406 35.8665
O 22.9644 0.7556 29.7294
O -1.1229 4.0316 38.4375
O 31.582 8.6526 28.0744
O 13.1819 9.4418 28.4196
O 31.021 10.04 30.2746
O 1.4042 6.8016 38.5185
O 19.5937 9.6286 30.1718
O 23.4734 -0.8267 36.1591
O 24.1202 6.976 32.8586
O 14.9084 4.0981 38.45
O 5.6371 8.5371 35.0138
O 22.6496 8.4642 34.614
O 3.5399 7.0361 35.4846
O 5.8278 11.3133 31.353
O 24.4209 5.746 37.7303
O 3.9983 1.7646 28.6255
O 23.4644 4.3254 35.7437
O 6.4454 2.9522 28.4708
O 11.5207 8.289 33.3189
O 30.7275 13.4571 31.6487
O 31.2288 9.1943 32.823
O 13.744 13.4832 30.5896
O 7.8206 14.2921 33.4312
O 5.7946 1.2603 30.4136
O 14.6788 8.2176 30.256
O 8.5991 -0.44 37.6171
O 29.0312 9.2595 28.6087
O 12.3378 12.2819 38.3553
O 9.5561 4.0867 38.5745
O 18.4678 0.3022 37.5387
O 9.4463 9.5921 38.3537
O 25.0795 0.9875 31.51
O 12.2925 12.0072 29.0199
O 17.6792 9.7748 28.4006
O -0.3022 8.4295 37.4774
O 26.7059 13.527 30.6139
O 17.7995 8.3421 34.2004
O 0.5191 8.8026 31.1829
O 24.9935 11.0049 37.2955
O 30.8231 5.0145 30.588
O 20.4259 12.9047 35.2483
O 17.7494 6.8814 38.3825
O 8.0401 6.6694 30.5938
O 6.5784 3.6949 30.9977
O 1.5951 14.3855 28.5525
O 3.5006 12.618 31.7306
O 26.0248 4.7088 35.7531
O 17.1296 0.5645 30.49
O 20.5104 0.9529 28.6796
O 9.4098 14.4675 35.4972
O 28.2708 7.2646 38.6852
O 10.5178 12.826 30.7942
O -1.0704 2.9604 32.0436
O 30.3223 -0.8266 34.8421
O 21.6317 10.5627 35.9831
O 17.9434 11.6125 30.2852
O 2.6964 0.0571 27.3111
O 21.8153 10.339 31.295
O 29.601 5.4527 37.5556
O 29.0395 -0.0453 27.9319
O 16.9163 1.7025 32.8164
O 20.3929 6.9439 28.521
O 5.2689 5.3095 32.5374
O 14.9632 4.7234 32.3928
O 1.3058 1.7734 32.7275
O 20.9627 3.729 35.5757
O 1.0617 6.2386 34.9564
O 17.6229 4.8609 32.5966
O 11.7745 6.6959 35.4361
O 10.6205 3.1586 30.4863
O 25.6725 0.9564 28.7825
O 8.1733 7.4223 33.1097
O 26.1128 5.2253 33.1579
O 22.8796 1.774 35.6304
O 1.3346 -1.1439 35.1241
O 22.0731 2.9089 28.3421
O 18.6284 4.5508 34.95
O 24.2 4.3435 28.3917
O 12.9675 3.359 33.3424
O 31.1591 -0.3377 32.4225
O 22.6426 13.5983 37.8267
O 18.2351 13.8181 36.0511
O 4.1337 6.5862 28.6127
O 24.4887 6.7906 35.4212
O 8.4495 11.4828 31.854
O 16.4236 14.5885 31.6411
O 7.9683 10.537 27.5608
O 30.4657 10.1447 37.959
O 13.5957 8.1416 36.681
O 12.2527 8.9451 30.8655
O 28.888 11.6005 31.9367
O 3.4419 5.091 30.6582
O 5.6752 -0.8637 34.236
O 28.9739 3.6131 31.5768
O 30.4763 11.1521 27.953
O 5.5108 11.0261 35.8026
O 29.1763 1.1486 33.4754
O 21.4117 7.8692 30.725
O 15.6613 8.1446 32.7296
O 16.2789 -0.6367 34.0083
O 8.1709 4.7773 28.6271
O 27.3125 12.0885 36.2654
O 1.2094 12.5768 30.5933
O 16.6131 3.0738 27.6129
O 20.161 8.398 35.2493
O 2.1217 8.4366 33.773
O 10.9006 0.0936 36.461
O 1.3402 13.4283 33.1213
O 5.6133 13.821 30.7916
O 6.096 3.0906 33.5388
O -0.5693 13.0454 28.6408
O 9.7804 8.5143 31.3316
O 15.3849 9.2291 35.169
O 12.9317 6.0326 33.2434
O 16.4574 3.3768 30.7967
O 21.3247 2.4162 30.8493
O 5.9699 6.0567 35.722
O 3.0355 9.0206 31.3278
O 18.1064 14.2962 29.7747
O 7.9305 4.8396 32.9284
O 8.2975 0.0186 27.5374
O 14.6677 1.4434 34.0799
O 22.6251 12.8536 31.66
O 9.6652 12.1736 28.5341
O 30.2184 7.4007 34.5276
O 22.9243 12.9105 35.3681
O 28.3786 14.3097 32.3322
O 22.8351 6.3232 29.232
O 3.2156 1.2306 31.0595
O 4.0455 14.8161 38.6142
O 1.6999 12.6146 35.618

Results
total energy: -218732.659 eV
total energy less fixed offsets of O -438.35, Si -107.03 eV per atom: -13.939 eV

Forces (eV/angstrom), in the order of the atoms: element, x, y, z
Si 0.0957 -0.1842 0.7466
Si -0.0197 0.3547 0.7003
Si 0.1207 -0.0978 0.7014
Si 0.0834 -0.1999 0.7267
Si -0.1934 0.2327 0.7757
Si -0.256 0.0104 0.7593
Si 0.2838 0.0204 0.692
Si 0.1612 -0.1305 0.7488
Si -0.17 -0.0721 0.7616
Si -0.0858 0.1493 0.7287
Si 0.3101 -0.1023 0.7325
Si -0.1776 0.1784 0.7559
Si -0.0978 0.052 0.8324
Si -0.1961 0.0997 0.7559
Si 0.1208 -0.1828 0.7498
Si -0.0835 0.2018 0.7287
Si 0.1023 -0.0137 0.7739
Si 0.126 -0.2516 0.6972
Si 0.1872 0.0364 0.818
Si -0.0304 0.2003 0.7535
Si 0.1595 0.0146 0.7684
Si 0.1457 -0.1957 0.7743
Si -0.1815 0.0849 0.7788
Si -0.1513 0.1147 0.7604
Si -0.0297 -0.1062 0.7107
Si -0.0315 -0.0205 0.5517
Si -0.2255 -0.0721 0.7838
Si -0.1729 0.1441 0.7701
Si 0.2859 -0.2763 0.7901
Si -0.2815 0.2631 0.7357
Si 0.0209 -0.2931 0.7558
Si -0.2218 0.1456 0.7348
Si 0.1107 -0.0106 0.7296
Si 0.3038 -0.1659 0.8035
Si -0.0226 -0.0527 0.6117
Si 0.2163 -0.011 0.6559
Si -0.054 0.0429 -0.0366
Si -0.0845 -0.0164 -0.0669
Si -0.0094 0.0362 -0.0606
Si -0.0044 0.0096 -0.0369
Si -0.0042 -0.0413 -0.0261
Si -0.0289 0.0015 -0.0187
Si -0.0393 0.0148 -0.0628
Si -0.0122 0.0127 -0.0454
Si 0.0119 0.0126 -0.0336
Si 0.018 0.0028 -0.0156
Si -0.0004 0.0013 -0.0502
Si 0.0206 -0.0147 -0.0625
Si 0.0075 -0.0047 -0.051
Si 0.0054 -0.0318 -0.0262
Si 0.0157 0.0115 -0.0405
Si 0.0097 -0.0126 -0.0185
Si -0.0079 0.0199 -0.0304
Si -0.0424 -0.0164 -0.0288
Si -0.0403 0.011 -0.0217
Si -0.0112 0.0278 -0.0743
Si 0.0033 -0.007 -0.0488
Si -0.0092 0.0146 -0.0544
Si 0.0017 -0.0176 -0.0185
Si 0.017 0.0132 -0.0387
Si -0.0143 -0.0218 -0.0256
Si 0.0418 0.011 -0.0484
Si 0.0132 0.0494 -0.0882
Si -0.0017 -0.0328 -0.0532
Si -0.0038 0.0083 -0.0439
Si 0.0413 -0.0362 -0.0625
Si 0.0848 -0.0292 -0.0054
Si 0.0143 -0.0307 -0.0299
Si 0.0817 -0.0247 -0.0775
Si 0.038 -0.0508 -0.0444
Si 0.003 0.0094 -0.0432
Si -0.0171 -0.0225 -0.046
Si -0.0053 -0.0039 0.0087
Si 0.0007 -0.0443 -0.0078
Si 0.0177 0.0452 0.02
Si 0.0021 0.0118 0.0007
Si 0.003 0.0085 -0.0087
Si -0.0017 -0.0105 0.0201
Si 0.0268 0.0044 0.0272
Si 0.009 -0.019 0.0359
Si -0.0085 -0.0078 -0.0105
Si -0.0117 0.0349 0.0123
Si 0.0176 -0.0439 0.0316
Si 0.0075 0.0004 -0.0248
Si 0.0137 0.0082 0.0002
Si -0.0045 0.0056 0.0155
Si -0.0107 -0.0073 0.0095
Si -0.0098 -0.011 -0.0294
Si 0.017 0.013 0.0069
Si 0.0042 0.0026 0.0362
Si -0.0117 -0.0178 0.0173
Si -0.0149 -0.041 -0.0207
Si -0.0071 -0.0067 0.0106
Si 0.0106 -0.0165 0.0231
Si 0.0178 0.0184 -0.0093
Si 0.0122 0.0039 0.0049
Si -0.0055 0.0371 0.0337
Si -0.0062 0.0307 0.0721
Si -0.0066 0.0075 -0.0095
Si -0.0091 0.0534 0.0356
Si 0.0029 -0.021 0.001
Si 0.0265 0.0214 -0.002
Si 0.0024 0.0005 0.0552
Si -0.0339 -0.0106 0.0131
Si -0.0217 -0.043 0.0502
Si 0.0295 -0.0219 0.0302
Si -0.0751 -0.0012 0.0218
Si 0.0052 -0.0011 0.0036
Si -0.0265 0.0009 -0.027
Si 0.0042 0.0071 0.0039
Si 0.0429 0.0094 -0.0061
Si -0.03 0.0027 -0.0304
Si -0.0081 0.0052 0.0114
Si -0.0116 -0.0207 0.0221
Si 0.0085 0.058 -0.0133
Si -0.0192 0.0143 -0.0331
Si -0.0305 0.0055 0.0057
Si 0.0188 0.0298 0.0103
Si -0.0265 0.0064 -0.0218
Si -0.0041 -0.0103 -0.0181
Si -0.0155 0.0065 -0.0025
Si 0.0119 0.0044 -0.003
Si -0.0032 -0.0207 -0.0007
Si -0.0014 -0.0069 -0.0029
Si 0.0161 -0.0094 -0.0317
Si -0.0353 0.0164 -0.0188
Si -0.0019 -0.0148 -0.0341
Si 0.02 -0.0081 -0.023
Si 0.025 0.0107 -0.0217
Si -0.0108 0.0138 -0.0319
Si -0.038 0.0104 0.0036
Si 0.0299 0.0053 -0.0021
Si 0.0189 -0.0022 -0.0078
Si -0.0313 -0.0077 -0.0234
Si 0.0076 -0.0038 -0.0003
Si 0.0437 -0.0369 0.0029
Si 0.0227 -0.0086 -0.0125
Si -0.0207 -0.0048 0.0177
Si -0.0025 -0.0514 -0.0661
Si -0.0012 0.0648 0.017
Si 0.0196 0.0014 0.0403
Si 0.0178 -0.0166 -0.0337
Si 0.0256 0.012 -0.0496
Si 0.0315 -0.0186 0.0182
Si 0.0245 0.0059 0.0166
Si 0.022 -0.0321 -0.0107
Si 0.0366 -0.0109 0.0095
Si 0.0002 -0.014 0.0081
Si -0.0062 -0.0059 0.0056
Si 0.005 -0.0061 -0.0127
Si 0.0098 0.0022 0.0077
Si 0.0168 -0.005 0.0159
Si -0.0007 -0.0132 0.0126
Si 0.0062 -0.0084 -0.0039
Si 0.0201 -0.0309 0.0019
Si -0.0083 -0.0091 -0.0116
Si -0.0106 -0.0079 0.0143
Si 0.0062 0.0003 0.0037
Si -0.0132 -0.0119 0.001
Si -0.0052 0.0284 -0.0064
Si 0.0029 0.02 -0.0255
Si -0.0001 0.0007 0.0288
Si -0.0198 0.012 -0.015
Si 0.0034 0.0006 0.0026
Si 0.0162 0.0029 -0.0053
Si 0.0028 0.0109 0.0279
Si -0.0236 0.0164 -0.0103
Si -0.0179 -0.0019 -0.0039
Si -0.0063 0.0017 -0.0145
Si -0.0027 0.0219 0.042
Si 0.0153 0.0106 0.0049
Si 0.0021 0.0019 0.0113
Si -0.022 0.0001 -0.0043
Si -0.0233 0.023 0.0276
Si -0.0187 0.0018 0.0125
Si -0.0047 0.0335 0.0202
Si -0.0126 0.0091 -0.0057
Si 0.0208 0.0042 0.0363
Si 0.005 0.0071 0.0162
Si 0.0078 -0.0229 0.019
Si -0.0082 0.0204 -0.0021
Si -0.0004 -0.0182 0.0253
Si 0.0158 -0.0005 0.0101
Si 0.0132 0.025 0.0598
Si 0.017 -0.0019 0.0167
Si -0.0374 -0.0117 -0.013
Si -0.0207 -0.0047 0.0583
Si 0.0041 -0.0046 -0.0174
Si 0.033 0.0145 0.0022
Si -0.016 -0.0242 -0.0049
Si 0.0367 0.0459 0.0208
Si 0.0124 -0.0027 0.0117
Si 0.0269 0.0517 0.0029
Si -0.0122 -0.0286 0.0078
Si 0.0038 0.006 0.0049
Si -0.0188 -0.0042 0.0328
Si -0.0638 -0.0211 -0.0033
Si -0.0034 -0.0044 0.0723
Si -0.001 0.0185 -0.0157
Si -0.0418 -0.0291 -0.0025
Si 0.0105 -0.0202 0.0698
Si 0.0075 0.0153 0.0181
Si 0.0452 0.0193 0.0173
Si 0.0334 -0.0165 -0.0245
Si -0.0093 -0.016 -0.0208
Si -0.0041 -0.0275 0.0162
Si 0.0149 -0.0172 0.0352
Si 0.001 0.0117 0.0051
Si 0.035 0.0228 0.0341
Si 0.0275 -0.0198 -0.0111
Si -0.0225 -0.0094 -0.0019
Si -0.0277 -0.0021 0.0506
Si 0.0029 -0.0261 -0.0397
Si -0.013 0.0224 0.0072
Si -0.0203 -0.0146 0.0129
Si -0.0163 -0.0015 0.0147
Si 0.0275 -0.0229 -0.0454
Si 0.0552 0.0238 0.0022
Si 0.003 0.0338 0.0113
Si -0.0101 -0.0094 -0.05
Si -0.0022 0.0033 -0.0268
Si 0.0399 0.002 -0.0444
Si -0.0083 -0.0025 -0.0467
Si -0.0106 0.0367 -0.0036
Si -0.0502 -0.0159 -0.0297
Si 0.0334 0.0169 -0.0637
Si -0.005 0.018 -0.0305
Si -0.009 -0.0025 -0.0213
Si 0.0608 0.0126 0.0202
Si -0.0262 -0.0143 -0.0365
Si -0.0262 0.0079 -0.0347
Si 0.0551 -0.0053 -0.0323
Si 0.0265 0.031 0.0077
Si -0.0008 -0.0473 0.0216
Si 0.0172 0.008 0.0066
Si -0.0182 0.0095 -0.011
Si 0.0079 0.0345 -0.0748
Si -0.0115 -0.0329 0.0294
Si -0.0704 0.0106 -0.0358
Si 0.0062 -0.0021 -0.0479
Si -0.0432 -0.0139 -0.007
Si -0.006 0.0126 -0.0554
Si -0.0033 -0.026 0.0077
Si -0.0057 0.0246 -0.0261
Si -0.0597 0.0253 -0.0323
Si -0.0107 -0.0451 -0.0188
Si -0.0122 0.0244 -0.0306
Si 0.0132 0.0042 -0.0035
Si -0.0421 -0.0233 -0.0156
Si 0.0395 0.0103 -0.0168
Si -0.0013 -0.0053 -0.0114
Si 0.0139 -0.0155 0.0411
Si -0.0012 -0.0219 -0.0258
Si -0.052 0.0132 0.0159
Si -0.0225 -0.0041 0.0282
Si -0.0461 -0.0103 0.0618
Si 0.0321 -0.0658 0.0254
Si 0.011 -0.0266 0.0415
Si -0.0374 0.0155 0.0073
Si 0.01 -0.0476 0.0669
Si -0.0021 -0.0865 0.0506
Si -0.0357 -0.0041 0.0351
Si -0.0304 0.0154 0.0782
Si 0.0301 0.0176 0.0063
Si -0.0006 -0.0085 0.0625
Si -0.0546 -0.0369 0.0749
Si -0.0449 -0.0001 0.0697
Si 0.0104 0.0206 0.0324
Si 0.0441 -0.0121 0.0474
Si -0.0648 -0.0106 0.0839
Si -0.0772 0.0478 0.0588
Si 0.0404 -0.0281 0.0377
Si 0.0297 -0.0345 0.0583
Si 0.0615 0.0056 0.1233
Si 0.0051 0.039 0.0597
Si -0.0011 0.0096 0.0266
Si -0.0244 0.0778 0.0213
Si 0.0669 0.0128 0.0503
Si 0.0235 -0.0497 0.0717
Si 0.0104 0.0414 -0.0146
Si 0.0271 0.0136 0.0711
Si 0.0923 -0.0226 0.0373
Si 0.013 0.0397 0.0132
Si -0.062 -0.0395 0.0139
Si 0.0029 -0.0179 0.0094
Si 0.0092 0.036 0.0257
Si -0.0471 -0.0133 0.024
Si -0.062 -0.0001 0.0743
Si -0.4146 -0.1839 -0.6274
Si 0.4047 0.1879 -0.6581
Si 0.0852 0.1389 -0.6399
Si -0.0801 -0.0714 -0.7588
Si -0.2898 -0.2687 -0.7225
Si 0.214 0.0901 -0.7511
Si -0.2272 -0.155 -0.7563
Si 0.1322 0.1843 -0.6759
Si -0.1047 0.2142 -0.8011
Si 0.0456 -0.3015 -0.7853
Si -0.0413 0.0148 -0.546
Si 0.1116 0.1464 -0.8002
Si -0.0746 -0.2282 -0.6937
Si -0.137 -0.2255 -0.8007
Si -0.0917 -0.083 -0.704
Si 0.0276 0.0253 -0.5426
Si 0.0133 0.3805 -0.6317
Si -0.2304 -0.2024 -0.745
Si -0.0116 0.0986 -0.5284
Si 0.1686 0.3113 -0.6991
Si 0.0291 -0.034 -0.5375
Si 0.1818 0.0665 -0.833
Si 0.0923 -0.0049 -0.7944
Si -0.0489 -0.308 -0.6792
Si 0.0795 -0.0759 -0.6608
Si -0.3416 -0.3289 -0.5526
Si -0.0796 0.1532 -0.7186
Si -0.2472 -0.3214 -0.7424
Si -0.1575 -0.1043 -0.6985
Si 0.3225 0.1258 -0.8711
Si 0.1164 -0.2684 -0.6084
Si -0.2166 -0.0275 -0.7011
Si 0.3088 0.3331 -0.5553
Si 0.118 -0.0194 -0.6534
Si 0.2003 0.4216 -0.7182
Si 0.1182 0.1835 -0.8138
Si 0.1133 -0.04 -0.1758
Si -0.088 0.1212 -0.0332
Si -0.077 -0.0331 0.0542
Si 0.0292 0.0599 0.0273
Si 0.1154 0.0717 -0.0193
Si -0.072 -0.0733 -0.1679
Si 0.1252 -0.0904 -0.015
Si -0.0189 -0.0132 0.1464
Si 0.0917 0.0377 -0.003
Si -0.0148 -0.1403 -0.0987
Si 0.0136 0.0431 -0.1804
Si 0.038 0.0472 -0.0553
Si 0.0234 0.0903 0.0278
Si -0.0522 -0.0373 -0.1132
Si 0.0235 -0.0017 0.0098
Si 0.0855 0.0017 -0.0346
Si 0.0648 0.0506 0.032
Si 0.0031 -0.0548 -0.1683
Si 0.1167 0.0357 -0.0695
Si 0.1307 0.0133 0.0618
Si -0.0675 0.1625 0.0899
Si 0.0355 0.0199 -0.0385
Si 0.0303 0.1569 0.014
Si 0.1213 -0.0169 0.0004
Si 0.0876 -0.0514 0.0628
Si 0.027 -0.0394 -0.0458
Si 0.0477 -0.0152 -0.0634
Si -0.0123 0.0014 0.1418
Si -0.0463 -0.0987 -0.1995
Si -0.0325 0.0486 -0.1855
Si -0.1126 0.0626 0.0885
Si -0.0169 -0.0401 -0.0833
Si -0.0205 -0.1094 -0.1899
Si -0.0237 0.0961 -0.0589
Si 0.0457 -0.1769 -0.0817
Si -0.0825 -0.052 -0.0232
Si -0.0072 0.0365 -0.0924
Si -0.0371 0.0085 -0.1625
Si -0.0008 -0.0993 0.1449
Si 0.0066 0.041 -0.1672
Si 0.1586 0.046 -0.1263
Si -0.0693 0.1714 0.0007
Si -0.0287 0.1332 0.1126
Si -0.0002 0.078 -0.1126
Si -0.0408 -0.0156 0.0456
Si -0.009 0.0388 0.0543
Si 0.0606 -0.0459 0.0448
Si 0.1241 -0.0593 0.0801
Si 0.0007 0.0911 0.1635
Si -0.0062 -0.009 -0.119
Si 0.03 0.0081 0.0258
Si -0.138 0.0162 0.008
Si 0.0345 -0.0676 0.0681
Si -0.038 0.1341 -0.1513
Si 0.096 -0.0507 0.103
Si 0.0897 -0.0207 0.0535
Si -0.0352 0.01 -0.1161
Si 0.0498 0.0971 -0.2052
Si -0.0816 0.0366 -0.0864
Si -0.2239 -0.1304 -0.0465
Si 0.0881 -0.011 0.0539
Si -0.1207 0.038 -0.041
Si 0.0149 0.0828 -0.0392
Si 0.0232 -0.0568 0.1447
Si -0.099 -0.0619 0.1405
Si -0.1162 -0.0566 -0.0653
Si -0.0464 0.0299 0.0164
Si 0.0677 0.0009 0.102
Si 0.046 -0.011 -0.035
Si 0.052 -0.0242 -0.0586
Si -0.0829 0.1175 -0.2225
Si 0.0666 0.1143 0.2075
Si -0.0159 -0.0888 0.0469
Si 0.0229 -0.1328 0.1473
Si -0.013 -0.0658 0.0559
Si 0.0071 0.0394 0.0061
Si 0.0764 -0.0784 0.0476
Si 0.0896 -0.0315 0.1192
Si -0.0723 0.064 -0.0306
Si 0.0347 -0.0179 -0.1373
Si -0.0438 -0.0084 0.0233
Si -0.1159 0.0799 0.0035
Si -0.0164 0.0281 0.1762
Si -0.0706 0.0752 0.1012
Si -0.0468 -0.0019 -0.0124
Si -0.0885 -0.0747 0.1077
Si -0.1034 0.1108 0.1535
Si -0.1267 -0.1618 -0.026
Si 0.0112 -0.1046 0.167
Si 0.0286 -0.1106 -0.0447
Si -0.0758 0.0853 -0.0195
Si -0.024 0.0372 -0.0695
Si 0.0007 -0.0419 0.0971
Si 0.0311 -0.0259 -0.006
Si -0.0314 0.0883 0.0716
Si 0.0307 -0.0161 0.0376
Si -0.0536 -0.1337 0.0927
Si 0.046 -0.1032 0.1582
Si 0.026 -0.0046 -0.0121
Si -0.0236 -0.0803 -0.0614
Si 0.1056 0.0787 0.0028
Si 0.0169 -0.0733 -0.1204
Si 0.1043 -0.094 0.1446
Si -0.1495 -0.0654 -0.0968
Si 0.029 0.0082 -0.2357
Si -0.07 0.0282 -0.0293
Si -0.1508 0.0359 0.0123
Si 0.0827 0.0133 0.0166
Si -0.0071 -0.0076 -0.0107
Si 0.0043 -0.0063 -0.0104
Si -0.0085 -0.0096 -0.0141
Si 0.0045 -0.0074 -0.0251
Si -0.0007 -0.0038 -0.0123
Si 0.0112 -0.0165 -0.0016
Si 0.0003 -0.0093 -0.0094
Si 0.0158 -0.0108 -0.0093
Si -0.0012 -0.0123 -0.0084
Si -0.0019 -0.0047 -0.0022
Si 0.0002 -0.0191 -0.0012
Si 0.0131 -0.0055 -0.0167
Si 0.0075 0.0017 0.0091
Si -0.0056 -0.0057 -0.0031
Si -0.0037 0.0043 0.0123
Si -0.0029 -0.0119 -0.0075
Si -0.0126 0.0051 0.0055
Si 0.0043 -0.0055 -0.0103
Si 0.0074 0.0286 -0.0032
Si -0.0025 0.0073 -0.008
Si -0.0085 0.0035 -0.0041
Si 0.0017 -0.0053 -0.0032
Si 0.0058 -0.0066 -0.0111
Si 0.008 -0.0035 -0.0077
Si 0.0091 0.0194 -0.0083
Si 0.0123 0.0086 -0.0011
Si -0.0015 0.0258 0.0003
Si -0.003 0.0173 0.0003
Si -0.0068 0.016 -0.0131
Si 0.0111 0.0038 -0.0053
Si -0.0078 0.0071 -0.0062
Si -0.0008 -0.0067 -0.0192
Si -0.0013 0.0073 0.0263
Si -0.0091 -0.0029 -0.0163
Si -0.0158 0.0146 0.0027
Si -0.0006 0.0078 -0.0126
Si 0.0044 0.0135 -0.008
Si -0.0131 0.004 -0.0008
Si -0.0071 0.0051 -0.0011
Si -0.0038 0.0287 -0.0016
Si 0.0127 -0.0134 0.0064
Si -0.0078 0 -0.002
Si 0.0035 0.0099 0.0011
Si -0.0093 0.026 -0.0071
Si -0.002 0.0059 -0.0033
Si 0.0074 -0.0055 -0.0033
Si -0.0052 0.0018 -0.0038
Si -0.0066 0.0145 0.007
Si -0.0053 -0.0036 -0.0055
Si 0.0098 -0.0169 -0.0069
Si 0.0088 -0.0189 0.0003
Si -0.0024 -0.0075 -0.004
Si -0.0063 0.0127 0.0011
Si -0.005 0.0031 -0.0032
Si 0.0005 0.0016 0.001
Si -0.0054 -0.0034 -0.0048
Si 0.0017 -0.0035 -0.0024
Si -0.0049 0.0065 0.0043
Si 0.0052 -0.0106 -0.0045
Si 0.0026 -0.0092 -0.0048
Si 0.011 -0.0123 -0.0072
Si 0.0303 -0.001 -0.0057
Si -0.0081 0.0054 -0.0061
Si -0.0161 -0.0092 -0.0158
Si 0.0186 -0.0195 0.0023
Si 0.0095 -0.016 -0.0023
Si -0.0197 0.0115 -0.0106
Si 0.0081 -0.0107 -0.0019
Si -0.0116 -0.02 0.0017
Si 0.0089 0.001 0.0091
Si -0.0061 -0.0002 -0.0056
Si -0.0038 0.0083 -0.0019
Si -0.0048 0.0093 -0.0001
Si 0.004 -0.0035 0.0083
Si 0.0095 -0.0014 -0.0015
Si -0.0127 -0.0042 0.0024
Si 0.002 0.0074 -0.0055
Si 0.0148 -0.0042 -0.0096
Si 0.0069 0.0008 -0.0013
Si -0.0042 -0.0186 0
Si -0.0101 -0.0256 -0.0017
Si 0.01 -0.0025 -0.0004
Si 0.0001 0.0014 0.0023
Si -0.005 -0.0174 0.0111
Si 0.0102 -0.0045 -0.0006
Si 0.0115 0.0279 0.0027
Si -0.0069 -0.0053 -0.0016
Si -0.0041 -0.0024 -0.0008
Si 0.0098 0.0044 0.0033
Si -0.0043 0.0019 0.002
Si -0.0107 -0.0127 0.0056
Si -0.0018 -0.0021 0.0097
Si -0.003 0.0024 0.0042
Si -0.0155 -0.0151 0.0074
Si 0.0079 0.0165 -0.0032
Si 0.0094 0.0147 -0.0055
Si 0.013 0.0204 -0.0039
Si -0.0108 -0.0045 -0.0088
Si 0.0135 0.0001 0.0108
Si 0.0176 0.0177 0.014
Si -0.0093 0.0034 0.0059
Si -0.0063 0.0098 0.0088
Si -0.0144 0.0001 0.0128
Si -0.0084 0.0114 -0.0004
Si 0.0174 0.0046 -0.0126
Si -0.0184 -0.015 -0.0074
Si 0.0035 -0.0002 0.0105
Si 0.0087 -0.0132 0.0046
Si -0.0008 0.0042 0.0002
Si 0.0036 -0.0035 0.0105
Si 0.0109 -0.0094 0.0065
Si 0.0062 -0.0002 0.0116
Si -0.0045 0.0076 0.0024
Si -0.0029 0.0042 0.0025
Si -0.0097 0.0064 0.0022
Si -0.0029 0.0119 0.0061
Si -0.0023 0.0068 0.0107
Si -0.0029 0.0094 -0.0003
Si 0.0111 -0.0106 0.0013
Si -0.0025 0.0098 0.0072
Si -0.0049 0.0011 0.0029
Si -0.0021 -0.0001 -0.0031
Si 0.0055 0.0028 0.0012
Si 0.0056 -0.0051 0.003
Si 0.0001 0.0042 -0.0002
Si -0.0018 -0.0033 0.0035
Si -0.0016 0.0131 -0.0003
Si -0.005 0.0042 0.0064
Si 0.0048 -0.018 0.0023
Si -0.0017 0.0013 0.0024
Si -0.0024 -0.0033 0.0032
Si -0.0046 0.0003 -0.0005
Si -0.0014 -0.0165 0.0033
Si 0.0042 -0.0053 0.0016
Si -0.0026 0.003 0.005
Si 0.0066 -0.0123 0.0013
Si 0.0044 -0.0003 -0.0032
Si 0.0075 -0.0027 0.0028
Si 0.0144 -0.0061 0.0001
Si -0.0016 -0.002 0.0011
Si 0.0026 -0.002 -0.0036
Si -0.0101 0.0116 0.0057
Si -0.0007 -0.0063 0.0033
Si -0.0158 0.006 0.0061
Si 0.0042 -0.0021 -0.0015
Si 0.0088 0.0039 0.0014
Si -0.0012 0.0006 0.0011
Si -0.0024 -0.0013 0.0032
Si -0.0006 -0.0094 -0.0032
Si -0.0006 -0.0035 -0.0033
Si 0.0026 -0.0101 -0.0034
Si 0.004 0.0005 0.001
Si -0.0032 -0.012 0.0032
Si -0.003 -0.0135 -0.0032
Si 0.0004 0.0032 0.0046
Si 0.0005 -0.0043 0.003
Si 0.0095 0.0019 0.0019
Si -0.0033 -0.0143 0.0035
Si -0.0022 0.0005 0.0031
Si -0.0024 0.0002 -0.0001
Si 0.0037 -0.0011 -0.0035
Si 0.0026 0.011 0.0014
Si -0.0008 0.0011 0.0011
Si -0.0001 0.0077 0.0001
Si -0.0022 0.0065 0.0054
Si -0.0054 -0.0034 0.0077
Si 0.0009 -0.0082 0.001
Si -0.0037 0.0016 -0.0035
Si 0.0096 0.0116 -0.0016
Si 0.0026 0.0076 0.0038
Si 0.0011 0.0032 0.0034
Si -0.0118 0.0038 0.0015
Si 0.0013 0.0083 0.0062
Si 0.0051 0.0081 0.009
Si -0.0074 0.0022 0.0149
Si -0.0037 -0.0044 0.0051
Si 0.0082 0.0037 0.0002
Si -0.0082 -0.0035 -0.006
Si 0.0017 0.0019 0.0043
Si 0.0008 0.0026 -0.0017
Si -0.0016 0.0017 0.0003
Si -0.0035 0.0036 0.0113
Si 0.0075 -0.0073 0.0081
Si 0.0025 -0.0014 0.0028
Si -0.0034 0.0087 0.0043
Si -0.0006 0.0098 0.0032
Si -0.0062 0.0006 0.0038
Si 0.0018 -0.0021 0.0022
Si 0.0029 0.007 0.002
Si 0.004 0.0064 0.0014
Si 0.002 -0.0019 0.0023
Si -0.008 0.0001 0.0027
Si -0.0059 0.0082 0.0036
Si 0.0037 0.0092 0.0008
Si 0.0067 0.0031 0.0006
Si -0.0056 -0.0013 0.0043
Si 0.0006 -0.0051 0.0046
Si 0.0026 0.0006 0.0025
Si -0.003 -0.0039 0.0014
Si -0.0031 -0.0087 0.0009
Si -0.0021 -0.007 0.0053
Si 0.0047 -0.0032 -0.002
Si 0.0016 0.0045 0.003
Si 0.001 -0.0023 0.0003
Si -0.0036 -0.0106 0.0004
Si -0.0019 -0.004 -0.0009
Si 0.011 -0.0095 0.0017
Si 0.0098 -0.0062 0.0015
Si -0.0014 -0.0048 -0.0014
Si -0.0017 -0.0037 0.0037
Si 0.0021 -0.0001 0
Si 0.001 0.0066 0.0022
Si -0.0031 0.0035 0.0033
Si -0.0017 0.0037 0.004
Si -0.0084 -0.0026 0.0039
Si 0.0007 0.0047 0.0004
Si 0.0042 -0.0062 0.0051
Si -0.0016 -0.0006 -0.0009
Si -0.0003 -0.0001 -0.0022
Si -0.0023 -0.0041 -0.0037
Si 0.001 0 0.0002
Si -0.0004 -0.0084 -0.0002
Si 0.0053 0.0004 -0.0009
Si -0.0029 -0.0018 -0.0025
Si -0.0037 -0.0003 -0.0017
Si -0.0002 -0.0008 0.0014
Si 0.0047 -0.0057 -0.0008
Si 0.0054 0.0026 -0.0022
Si -0.0013 -0.008 0
Si -0.0099 -0.0046 0.0016
Si -0.0002 -0.0059 0.0016
Si 0.0044 -0.0042 -0.0014
Si 0.0077 0.0025 -0.0028
Si 0.001 0 -0.0023
Si -0.0033 0.0004 0.0004
Si 0.0015 0.0081 0.0012
Si 0.0038 0.0004 -0.0022
Si -0.0031 -0.0012 -0.003
Si 0 0 -0.0025
Si -0.0009 0.0014 0.0017
Si 0.0063 0.0056 0.0002
Si -0.0014 0.0025 0.0041
Si -0.0031 0.0024 0.0028
Si -0.0074 0.0036 0.006
Si -0.0013 0.0106 0.0019
Si 0.0057 0.0118 0.0052
Si 0.0046 0.0024 0.0052
Si -0.0029 -0.0053 0.0019
Si -0.0009 0.0004 0.0042
Si -0.0042 0.0014 0.0015
Si 0.0002 0.0051 0.007
Si -0.0007 -0.005 0.0034
Si 0.003 0.0016 -0.0018
Si -0.0003 0.0091 -0.0017
Si -0.0044 0.0011 -0.0002
Si -0.0012 0.0014 -0.0012
Si 0.0021 0.0016 0.0032
Si 0.0011 0.0103 -0.0014
Si -0.0042 -0.0004 -0.0003
Si 0.0049 0.0004 0.0014
Si -0.0003 -0.0019 -0.0003
Si -0.0004 -0.0002 0.0007
Si -0.0019 0.0033 -0.0035
Si -0.0088 -0.0012 -0.0028
Si -0.0044 0.0015 -0.0035
Si 0.0034 0.0042 -0.0005
Si -0.0009 0.0051 0.0003
Si 0.0073 0.0085 0.0005
Si 0.0009 0.0011 0.0006
Si -0.0055 0.0014 -0.002
Si 0.0058 -0.0046 -0.0008
Si -0.0043 -0.0026 -0.0056
Si 0.003 0.0055 -0.0009
Si 0.0071 -0.0009 -0.0026
Si -0.001 0.0015 0.0025
Si -0.0041 0.0006 0.0047
Si -0.002 -0.0077 -0.0005
Si 0.0005 -0.0132 -0.0037
Si -0.0025 -0.0093 -0.0033
Si 0.0071 -0.0011 -0.0033
Si 0.0027 -0.0003 -0.0032
Si -0.005 -0.0075 -0.0035
Si -0.0045 -0.0031 -0.0015
Si 0.0024 0.0049 -0.0042
Si 0.0059 0.0039 -0.0015
Si -0.0048 -0.0083 0.0006
Si 0.006 -0.0097 -0.0076
Si -0.0043 0.0016 -0.0083
Si 0.0014 -0.0079 0.0049
Si 0 -0.0112 -0.0002
Si 0.0099 -0.0082 -0.0014
Si -0.0025 0.0077 -0.0115
Si 0.0038 -0.0049 -0.0052
Si -0.0002 -0.0021 0.0044
Si 0.0157 -0.0024 -0.0019
Si -0.0048 -0.0062 -0.0106
Si -0.0069 0.01 -0.0099
Si 0.0067 0.0019 0.0019
Si -0.0075 -0.002 -0.0009
Si 0.0021 -0.0041 -0.0027
Si -0.0002 0.0042 -0.0127
Si -0.0061 0.002 0.0009
Si 0.0048 -0.008 0.0021
Si -0.0044 -0.0049 0.0006
Si 0.0007 -0.0054 0.0018
Si 0.0061 0.0038 -0.0132
Si -0.0047 0.0057 -0.0052
Si -0.006 -0.0026 0.0075
Si 0.0082 -0.0008 0.0015
Si -0.0074 0.0095 -0.0142
Si -0.0003 -0.012 -0.0145
Si 0.0055 0.0047 -0.0002
Si -0.0007 0.0067 0.0041
Si -0.0028 0.0097 0.0006
Si 0.0043 0.0058 -0.0045
Si 0.003 -0.0075 0.0037
Si -0.0044 -0.0034 0.0003
Si -0.0023 0.0076 0.0038
Si 0.0149 -0.0116 -0.0012
Si -0.0022 -0.0004 0.005
Si -0.0019 -0.0086 0.0032
Si -0.0021 0.0088 0.0063
Si -0.0099 0.0133 0.0044
Si -0.0079 0.0102 0.0001
Si 0.0068 0.0046 -0.0033
Si 0.0091 0.0072 0.0039
Si -0.0037 0.003 -0.0027
Si -0.0024 -0.0048 0.0013
Si -0.0048 0 0.0029
Si -0.0116 0.0037 0.0075
Si 0.0051 0.0098 -0.0053
Si -0.0103 -0.0044 0.0019
Si -0.0122 -0.0116 0.0032
Si -0.0124 -0.0002 -0.0007
Si -0.0002 -0.0018 -0.0037
Si 0.0089 0.0168 -0.0063
Si -0.0096 -0.0217 -0.0133
Si -0.0019 0.0018 0.0018
Si 0.007 0.0161 0.0021
Si 0.0224 0.0161 0.0058
Si 0.0118 0.0098 0.0067
Si -0.004 -0.0079 -0.0005
Si -0.0084 -0.0178 -0.003
Si 0.0123 0.0026 -0.0001
Si 0.007 0.0035 -0.0055
Si 0.0029 -0.0089 -0.0073
Si -0.0121 -0.001 0.0101
Si -0.0058 -0.0025 0.003
Si 0.009 0.0005 -0.0074
Si -0.0048 -0.0087 -0.0068
Si -0.0095 -0.0027 -0.0071
Si 0.0092 -0.0023 -0.0072
Si 0.0037 0.0043 -0.0068
Si 0.0028 0.0149 -0.0173
Si -0.0145 -0.009 -0.0132
Si 0.0022 -0.0001 -0.006
Si 0.0007 0.0061 -0.0016
Si -0.0069 0.0011 -0.0062
Si 0.0001 -0.0198 -0.009
Si 0.0091 0.0018 -0.0017
Si 0.0089 -0.0074 0.0104
Si -0.0062 0.0022 -0.0061
Si 0.0114 -0.0046 -0.0148
Si 0.0134 -0.0088 -0.005
Si 0.0021 0.017 0.0031
Si -0.006 0.0014 0.014
Si 0.0174 -0.0309 -0.01
Si 0.0146 0.0056 -0.0036
Si -0.009 0.0196 -0.0104
Si 0.0088 0.0058 -0.0013
Si 0.0168 -0.0232 0.0079
Si -0.0198 0.0064 -0.0148
Si 0.0096 -0.0062 -0.0006
Si -0.003 -0.0096 0.0085
Si 0.0105 -0.0028 0.0037
Si -0.0127 -0.0124 -0.0087
Si -0.0167 -0.0022 -0.002
Si 0.0032 0.0174 -0.0206
Si 0.011 -0.0079 0.0132
Si -0.029 0.0081 -0.0034
Si -0.0006 0.0006 -0.0134
Si 0.0163 -0.0088 -0.0058
Si -0.0127 0.023 -0.0105
Si 0.0016 0.0187 0.005
Si -0.0105 -0.0118 0.0034
Si 0.0031 0.0005 0.0034
Si 0.0019 0.001 -0.0172
Si -0.0006 -0.0039 0.0138
Si -0.0003 -0.0086 0.0137
Si -0.0034 -0.0135 -0.0031
Si 0.0024 0.0097 0.0042
Si 0.0105 -0.0098 0.0109
Si -0.0119 0.0073 0.0104
Si -0.0074 0.0078 0.0019
Si 0.0013 0.0118 -0.0018
Si -0.0099 -0.0027 -0.0054
Si 0.0081 -0.0081 -0.0006
Si -0.0002 -0.0108 0.0056
Si -0.0136 0.0034 0.0079
Si -0.0095 0.0109 0.0057
Si 0.0001 -0.0131 -0.0058
Si -0.0114 -0.0147 -0.0031
Si 0.0034 0.0245 0.002
Si -0.0222 0.0044 0.0107
Si 0.0125 0.0187 0.0003
Si 0.002 -0.0057 0.0001
Si -0.017 0.0201 0.0115
Si 0.0267 0.0247 -0.0023
Si -0.0093 -0.0051 0.0006
Si 0.0116 0.0052 0.0007
Si -0.0117 -0.0017 0.009
Si -0.0032 -0.0012 0.0114
Si -0.0035 -0.0091 0.0044
Si 0.0238 0.0171 0.0076
Si -0.0226 -0.0356 0.0057
Si 0.0127 -0.003 0.005
Si 0.0119 0.0109 0.0116
Si -0.0157 -0.0106 0.017
Si 0.025 -0.0035 0.0223
Si -0.0142 -0.0147 0.0159
Si 0.0039 -0.0214 0.0038
Si -0.0004 0.0006 -0.0016
Si 0.0083 0.0082 -0.0014
Si -0.0138 -0.0179 -0.0029
Si 0.0114 0.0136 0.0142
Si 0.0061 0.0285 -0.0102
Si 0.0042 -0.0267 -0.006
Si -0.0264 -0.0121 -0.0158
Si 0.0059 -0.0166 -0.0049
Si -0.0008 0.0095 -0.0131
Si -0.0052 -0.0054 0.0042
Si 0.0038 0.0127 -0.0072
O -0.1044 0.0222 -0.0071
O 0.1069 -0.1703 0.1108
O -0.0171 -0.3997 0.4789
O -0.066 0.221 -0.3899
O -0.2006 -0.0301 0.1709
O -0.4243 0.5061 0.1854
O 0.0404 0.4139 0.4688
O -0.1888 -0.0712 0.0465
O 0.2617 -0.1049 0.2544
O 0.0088 0.2671 -0.041
O 0.279 -0.0594 0.3151
O -0.2709 -0.3855 0.35
O 0.3818 -0.1228 -0.1129
O -0.2086 0.0553 0.4956
O 0.0477 -0.3738 0.2545
O 0.0118 -0.0851 0.3441
O -0.1429 -0.0783 0.318
O 0.2779 -0.4468 -0.4863
O 0.1399 0.2656 -0.0965
O -0.2609 -0.1442 -0.4273
O -0.2277 0.0584 0.1497
O 0.5551 0.1367 -0.1959
O 0.3156 0.351 -0.2706
O 0.3361 0.3762 -0.4296
O 0.2274 -0.212 0.2649
O -0.1033 -0.2022 0.2831
O 0.2036 -0.0633 0.385
O -0.0678 -0.1691 -0.0587
O -0.2058 -0.3945 0.1636
O 0.4581 0.0122 0.2991
O 0.1194 0.0887 0.616
O -0.04 -0.0451 0.4862
O 0.3814 -0.1803 0.1245
O 0.1281 0.1778 0.1133
O -0.5039 0.2845 0.3846
O -0.1014 0.1977 0.396
O 0.0737 0.4564 0.324
O -0.0946 0.0365 0.4633
O -0.2717 -0.3112 -0.0065
O 0.0271 0.0618 0.0434
O 0.0848 -0.2375 -0.0123
O 0.4445 -0.2126 0.5109
O 0.1219 -0.061 0.1188
O 0.3205 -0.2802 -0.1833
O 0.391 0.0286 -0.2551
O -0.1781 -0.0444 -0.0244
O 0.1498 -0.2228 0.3858
O -0.2654 0.1542 -0.769
O 0.2843 0.3724 0.2559
O -0.3818 -0.1332 -0.0538
O -0.4836 0.2896 0.2899
O 0.3569 0.1034 0.0759
O 0.0736 -0.16 -0.2541
O 0.1536 0.0761 -0.1409
O -0.2075 -0.1104 0.0196
O 0.1705 0.2365 -0.5555
O 0.363 0.301 -0.3283
O -0.096 0.4173 0.0267
O 0.3644 0.4012 0.3252
O -0.3573 -0.0935 0.4686
O 0.4697 0.0538 -0.4439
O -0.0618 -0.7062 0.2018
O -0.3825 0.097 0.4107
O -0.1348 -0.0541 0.4407
O -0.6066 0.019 0.1868
O -0.0064 0.0207 0.204
O -0.0589 0.0987 -0.4843
O -0.0933 -0.0947 -0.5866
O 0.1337 -0.3491 0.5139
O 0.0744 0.0408 0.6719
O -0.0491 0.09 -0.3438
O 0.3235 0.1092 0.2173
O -0.1537 0.4543 0.0744
O 0.325 0.0385 -0.4214
O -0.461 -0.021 0.0434
O 0.2116 -0.2644 -0.428
O 0.106 -0.1064 -0.5229
O 0.1845 0.0942 -0.2284
O -0.0237 -0.3798 0.1506
O 0.0532 0.0215 0.1488
O -0.2415 -0.3157 0.1536
O -0.1677 -0.3393 0.1831
O -0.0252 -0.1016 0.1097
O -0.029 0.056 -0.2227
O -0.1139 0.1254 0.3821
O -0.2303 0.0189 0.557
O 0.201 -0.1027 0.5963
O 0.265 -0.2248 0.3973
O -0.2121 -0.4505 -0.1889
O 0.2695 -0.2284 -0.3252
O 0.6683 0.146 0.3863
O -0.2834 -0.3726 0.2536
O -0.0963 0.4224 0.5986
O -0.2168 -0.1898 -0.1706
O -0.4441 -0.2192 -0.4993
O 0.2872 -0.0458 0.4041
O -0.2585 -0.0211 -0.2237
O -0.0277 -0.028 -0.3138
O 0.2336 0.4499 -0.4055
O -0.0014 0.2282 -0.3028
O -0.1126 -0.4167 0.1176
O 0.244 0.0005 -0.1995
O 0.3959 0.3789 -0.1221
O -0.4325 0.3432 -0.6357
O -0.1422 -0.2072 0.3878
O -0.1325 0.0567 -0.4406
O -0.377 -0.2275 0.1567
O 0.4164 0.5653 0.2952
O -0.0006 -0.2314 0.4263
O -0.4663 -0.0373 0.1487
O 0.4324 0.1716 0.0989
O 0.3644 0.4511 0.0127
O 0.3684 0.0724 -0.262
O 0.0282 -0.1917 0.2094
O -0.2976 -0.1244 -0.3551
O 0.0511 0.0008 -0.12
O -0.1741 -0.0171 -0.181
O 0.0186 -0.0448 -0.0193
O -0.3403 -0.4928 0.3502
O 0.2765 0.5182 0.2525
O 0.079 -0.1848 -0.5513
O -0.0251 -0.1183 -0.4633
O -0.2965 -0.1526 -0.4873
O 0.2415 0.1529 -0.2678
O 0.1719 -0.3325 -0.4206
O 0.6178 0.1087 -0.0741
O 0.0537 -0.0201 -0.6446
O -0.1355 0.202 -0.2073
O -0.1918 0.1851 -0.2561
O 0.6216 -0.008 0.1587
O 0.1637 0.4188 0.314
O -0.1417 0.3197 -0.2857
O 0.2111 0.3009 0.0179
O -0.0071 0.5116 0.2359
O 0.0077 -0.0279 -0.5434
O 0.0893 0.0026 0.1435
O -0.1682 0.2278 0.0249
O 0.3731 0.1939 -0.2439
O -0.2922 0.0499 0.2497
O -0.3841 -0.3539 -0.1924
O 0.0005 -0.0234 -0.2596
O 0.042 -0.086 -0.4038
O -0.2174 0.3027 -0.3763
O 0.1647 -0.0805 0.1998
O -0.1191 0.1953 -0.0798
O 0.3276 -0.2199 0.2143
O -0.2217 -0.2759 0.054
O 0.1401 -0.2014 -0.3449
O -0.1434 -0.2354 -0.0798
O 0.0901 -0.221 0.6758
O 0.2246 -0.0976 -0.2693
O 0.1552 0.1388 0.6419
O 0.1327 -0.1012 -0.0539
O -0.6473 0.0761 -0.0589
O 0.0226 -0.1508 0.3825
O 0.1903 0.3171 -0.2294
O 0.6044 -0.2593 -0.0811
O 0.3821 0.1216 0.237
O -0.3477 0.217 0.3222
O 0.595 0.3069 -0.1482
O 0.5377 -0.0026 -0.0719
O -0.2421 0.6191 0.3056
O -0.2417 0.0285 -0.2012
O 0.2543 0.0809 -0.4748
O 0.2645 0.0963 0.4453
O -0.5167 0.1319 -0.3334
O -0.0972 -0.1119 -0.4622
O 0.4582 -0.1641 -0.3616
O -0.0128 0.0772 -0.0978
O -0.0626 -0.057 0.4027
O -0.4431 -0.464 -0.523
O -0.3764 0.3109 -0.0832
O -0.2461 0.6746 0.2031
O 0.0895 0.1073 -0.2861
O -0.724 -0.1051 0.0519
O 0.1209 0.2477 0.4202
O 0.3824 -0.4019 -0.1864
O 0.5957 0.3896 0.0068
O 0.2091 -0.0386 -0.1296
O -0.0981 -0.0538 -0.6397
O 0.3008 -0.2569 0.2621
O -0.0102 -0.4723 -0.324
O -0.1102 -0.1919 -0.4437
O -0.1048 -0.1227 0.46
O 0.1256 -0.1435 -0.3523
O 0.0467 0.0346 -0.4742
O -0.0573 -0.2932 -0.4144
O 0.1803 0.0864 -0.3364
O -0.4627 0.4473 0.0109
O 0.1167 -0.4248 -0.4315
O -0.1647 0.3041 0.0966
O -0.1779 -0.1515 -0.3487
O 0.2812 -0.6061 0.2805
O 0.0189 -0.3504 0.3383
O -0.0233 0.2331 0.3048
O -0.1223 -0.0637 -0.15
O 0.2336 -0.0448 -0.4987
O 0.1166 0.068 0.2664
O -0.053 0.2143 -0.6678
O -0.5676 -0.3306 0.0351
O 0.185 0.349 -0.1142
O 0.4338 -0.1953 0.4102
O 0.1147 0.1993 -0.2778
O 0.1331 -0.5388 0.4653
O 0.2963 0.074 -0.2678
O -0.1554 -0.4357 0.2629
O -0.3731 -0.2696 0.2003
O -0.0126 -0.0014 -0.2891
O 0.059 0.5095 0.2967
O -0.1946 -0.3958 -0.4484
O -0.2596 0.3646 0.1768
O 0.1912 0.0852 0.4636
O -0.4958 0.0179 0.5835
O 0.0914 -0.0496 0.0274
O 0.1666 0.176 -0.5584
O -0.1704 0.3675 -0.3871
O 0.1221 0.3038 -0.0911
O -0.1 0.3927 0.1742
O -0.247 0.2384 0.3535
O -0.0015 0.511 0.3661
O 0.24 -0.1539 0.2415
O 0.0037 -0.2869 -0.0692
O 0.0959 0.29 -0.377
O -0.2422 0.3577 0.4082
O -0.1367 0.1136 0.0235
O -0.4178 -0.236 -0.0794
O -0.0891 0.1139 0.3322
O -0.3768 -0.2784 0.1503
O -0.2404 0.2404 0.1981
O -0.1324 -0.4693 -0.0244
O 0.2742 0.0955 -0.052
O -0.3402 0.16 -0.1099
O -0.0863 -0.0864 -0.1302
O -0.3519 -0.0168 0.1907
O 0.1635 -0.3547 0.2294
O -0.3948 0.016 0.0314
O 0.4662 0.2194 -0.0876
O 0.1325 -0.1215 0.0426
O 0.0735 0.6472 0.0746
O 0.3015 0.0174 0.3071
O -0.0989 0.348 0.1794
O -0.0507 0.0464 -0.0785
O -0.0055 -0.1493 -0.181
O -0.0508 0.0943 0.3344
O -0.1215 -0.3436 -0.3245
O 0.1577 0.0061 0.0583
O -0.0825 -0.4874 -0.1701
O 0.0846 0.0198 -0.2876
O 0.3212 -0.1627 -0.0802
O 0.2942 0.0708 -0.3414
O -0.5445 0.1776 0.4994
O -0.6868 -0.0183 0.2288
O -0.4692 -0.0785 0.1227
O -0.0821 0.1265 -0.3925
O 0.0541 -0.382 0.6032
O -0.2188 -0.2471 0.2367
O 0.189 -0.148 0.5055
O 0.0614 -0.2591 0.3283
O 0.0787 -0.5177 -0.1389
O 0.0647 -0.1981 -0.3194
O 0.2377 0.1853 0.6244
O -0.3039 -0.1307 0.2967
O -0.1884 -0.0112 0.1556
O 0.1314 -0.1165 -0.439
O -0.2039 0.4055 -0.1609
O 0.4769 0.2666 0.26
O -0.2152 -0.5966 -0.3071
O 0.0109 0.1946 0.4054
O 0.2017 -0.2013 -0.2812
O 0.0358 -0.0797 -0.276
O 0.6621 0.3978 0.147
O -0.3909 0.063 -0.2724
O 0.2101 0.1307 0.0527
O -0.0862 -0.2547 -0.2585
O 0.392 -0.2452 0.0049
O 0.3262 0.3587 0.0086
O 0.1952 -0.1396 -0.393
O -0.239 0.1619 0.2961
O 0.057 -0.163 0.1491
O 0.4215 0.1557 0.0872
O -0.3717 -0.2124 0.4072
O 0.438 -0.2588 0.6126
O 0.1512 -0.0066 -0.4654
O 0.2774 0.4134 0.1091
O -0.113 -0.0988 0.1969
O -0.4542 -0.1357 -0.0403
O 0.2304 -0.1241 -0.2689
O 0.6047 -0.3178 -0.2957
